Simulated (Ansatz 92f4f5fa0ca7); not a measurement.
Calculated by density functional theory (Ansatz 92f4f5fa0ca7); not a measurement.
Periodic cell of 256 atoms, Si144O112, from a study of silicon, its oxide and their interface. The atomic structure is a simulated model.
Doubt: the cutoff is far below the 930 eV that the study's wrapper takes by default for these files, so forces and energies are approximate.
This geometry differs little from another in the collection (a relaxation step or a small displacement).

Settings
functional: PBE
potential files: Ansatz PAW
basis: plane waves
wave-function cutoff: 580 eV
density cutoff ratio: 5
exchange-correlation grid ratio: 1
k mesh: 1 x 1 x 1, Gamma-centred
self-consistency stop: 5e-08 eV per atom in the density residual
occupations: fixed
spin: none
net charge: 0

Cell vectors (angstrom)
a	10.938	0	0
b	0	10.938	0
c	-0.5492	4.6506	36.8435

Atoms: element, x, y, z (angstrom)
Si	1.0574	2.9231	29.5467
Si	3.6282	5.5874	28.9369
Si	0.5091	9.0874	29.6097
Si	3.1201	0.6376	29.6096
Si	-4.9255	3.4666	29.1237
Si	-2.1871	6.3219	29.4148
Si	6.5836	8.5567	29.2106
Si	-1.6714	0.3507	29.242
Si	2.2421	4.6021	30.6709
Si	4.8315	7.3473	30.4066
Si	2.0032	-0.7577	31.045
Si	4.925	1.8676	30.5677
Si	-3.4062	4.655	30.5935
Si	-0.6343	7.418	30.7902
Si	7.6697	10.1233	30.621
Si	-0.6258	1.8744	30.7566
Si	0.8324	6.0127	32.0253
Si	3.547	8.7191	32.017
Si	0.6903	0.6557	32.2317
Si	3.6035	3.2549	32.0422
Si	6.2076	6.0491	31.9878
Si	8.9764	8.8042	32.1012
Si	6.29	11.4877	31.9932
Si	-1.9878	3.326	32.0117
Si	-0.5492	4.6506	33.4252
Si	2.1853	7.3851	33.4252
Si	-0.5492	10.1196	33.4252
Si	2.1853	1.9161	33.4252
Si	4.9198	4.6506	33.4252
Si	7.6543	7.3851	33.4252
Si	4.9198	10.1196	33.4252
Si	7.6543	1.9161	33.4252
Si	1.3673	-1.3673	3.418
Si	4.1018	1.3673	3.418
Si	1.3673	4.1018	3.418
Si	4.1018	-4.1018	3.418
Si	6.8362	-1.3673	3.418
Si	-1.3673	1.3673	3.418
Si	6.8362	4.1018	3.418
Si	-1.3673	6.8362	3.418
Si	2.7267	0.0174	4.8416
Si	5.4573	2.7199	4.7656
Si	2.8022	5.4403	4.781
Si	5.4786	-2.7418	4.761
Si	-2.6529	-0.0803	4.7669
Si	0.0305	2.7194	4.7822
Si	8.2487	5.4677	4.8116
Si	0.0183	-2.7261	4.8209
Si	1.37	1.4113	6.2516
Si	4.2017	4.1038	6.2073
Si	1.4918	-4.0482	6.0932
Si	4.1423	-1.3652	6.134
Si	-4.1389	1.2501	5.9763
Si	-1.2759	4.1189	6.1645
Si	6.8821	-4.0645	6.1375
Si	-1.2373	-1.3217	6.2928
Si	-0.1568	0.3897	7.8252
Si	2.5564	3.0292	7.5059
Si	0.444	-5.6279	7.4429
Si	3.0564	-2.9345	7.5074
Si	5.7438	-0.2782	7.4724
Si	-2.5584	2.3978	7.1674
Si	5.3574	5.7226	7.5329
Si	-2.9364	-2.4604	7.4649
Si	0.8181	3.2834	34.7925
Si	3.5526	6.0179	34.7925
Si	0.8181	8.7524	34.7925
Si	3.5526	11.4869	34.7925
Si	6.2871	3.2834	34.7925
Si	-1.9164	6.0179	34.7925
Si	6.2871	8.7524	34.7925
Si	-1.9164	0.5489	34.7925
Si	2.1853	4.6506	36.1597
Si	4.9198	7.3851	36.1597
Si	2.1853	10.1196	36.1597
Si	4.9198	1.9161	36.1597
Si	-3.2837	4.6506	36.1597
Si	-0.5492	7.3851	36.1597
Si	-3.2837	-0.8184	36.1597
Si	-0.5492	1.9161	36.1597
Si	1.3673	1.3673	0.6835
Si	4.1018	4.1018	0.6835
Si	1.3673	6.8362	0.6835
Si	4.1018	-1.3673	0.6835
Si	6.8362	1.3673	0.6835
Si	-1.3673	4.1018	0.6835
Si	6.8362	-4.1018	0.6835
Si	-1.3673	-1.3673	0.6835
Si	0	0	2.0507
Si	2.7345	2.7345	2.0507
Si	0	5.469	2.0507
Si	2.7345	-2.7345	2.0507
Si	5.469	0	2.0507
Si	8.2035	2.7345	2.0507
Si	5.469	5.469	2.0507
Si	8.2035	-2.7345	2.0507
Si	7.7345	-8.4397	18.8816
Si	7.301	-6.3977	16.4
Si	8.7169	-10.3739	14.7794
Si	2.3868	2.6171	24.8392
Si	1.9853	5.383	26.131
Si	-1.4455	6.4652	9.3973
Si	-0.2556	-8.2465	13.4626
Si	8.0906	2.3355	26.9663
Si	3.3176	-2.7721	10.5785
Si	8.6502	-0.7658	22.5295
Si	4.2659	1.5015	9.7023
Si	10.2293	-7.4453	20.1162
Si	11.5161	-0.5253	19.3912
Si	11.0581	8.4146	21.6539
Si	3.7707	10.2585	22.7107
Si	-7.1392	-0.2914	12.0947
Si	12.3239	-1.9476	12.6404
Si	4.599	-7.4813	15.8268
Si	6.917	10.917	20.1613
Si	3.6029	2.2465	22.1636
Si	-2.5219	-7.3289	9.6871
Si	14.3379	1.7345	17.6273
Si	-0.037	3.5606	23.1768
Si	9.3623	-1.0158	12.2479
Si	2.9108	-0.1729	25.507
Si	-0.609	4.5306	27.3546
Si	-5.4005	-5.0023	10.6402
Si	11.1821	-5.0547	16.5976
Si	-1.6842	-5.6979	14.2433
Si	5.7787	1.3276	13.8814
Si	6.0805	3.2975	11.4402
Si	5.2086	-1.7725	26.5632
Si	-0.6367	1.3514	10.6985
Si	12.6929	-7.5996	15.7275
Si	4.2102	-3.5042	21.8951
Si	5.1566	8.375	19.2183
Si	9.7774	6.4207	19.5017
Si	-4.5612	2.5869	21.4961
Si	3.0653	-1.0891	17.5161
Si	12.244	-2.5277	15.6757
Si	-2.6874	-3.8398	11.9173
Si	6.1323	8.7907	23.7316
Si	1.6784	2.2482	20.0333
Si	12.6772	6.3165	23.2705
Si	18.5865	7.3976	17.7972
Si	-2.6185	2.167	23.887
Si	-1.2999	-1.2041	17.062
Si	2.6802	9.1393	27.6586
O	1.1959	-2.6799	14.0631
O	1.463	-4.0112	16.3303
O	1.4969	4.1883	8.0931
O	0.2152	0.5676	9.5048
O	6.875	-1.3586	8.0803
O	0.3485	5.2188	26.2244
O	19.3739	-2.3179	17.0566
O	7.5498	2.8786	8.5213
O	10.0649	9.3841	22.5013
O	9.3196	2.4489	19.265
O	11.727	3.4895	19.4436
O	6.2698	0.9795	21.2659
O	2.6568	-1.6947	16.0586
O	7.7039	7.4118	28.7107
O	4.1968	-4.1169	10.5953
O	0.022	-4.6531	8.7325
O	-2.2701	-3.2077	8.784
O	4.9476	0.3558	8.7646
O	10.1128	-6.7085	13.2683
O	1.5528	-2.5902	28.517
O	4.8288	4.4908	28.5418
O	6.2173	9.4044	27.816
O	10.4805	-3.7197	20.7147
O	3.5334	0.9068	11.0308
O	-12.3228	1.8695	14.3034
O	-1.2578	5.762	28.1833
O	-2.1902	5.0631	9.0713
O	2.4498	1.3445	25.8414
O	7.6625	9.1492	23.3465
O	9.0869	0.143	16.3078
O	13.9479	1.9073	19.1862
O	2.699	5.8191	27.546
O	9.1526	-0.6641	13.8131
O	3.1569	2.3458	8.8783
O	0.9027	9.3591	20.5831
O	7.1953	2.8274	22.8879
O	9.1505	11.2217	11.2573
O	3.9556	8.2422	27.1331
O	3.1666	-6.8218	15.4008
O	15.7445	7.263	20.3797
O	2.6291	3.9444	25.7213
O	8.2379	-6.6521	15.0936
O	10.4378	14.0106	21.684
O	0.7579	-6.5972	16.5353
O	0.687	0.9484	20.0899
O	-1.4038	-4.2983	11.0118
O	6.2265	-8.5374	12.7598
O	2.1963	6.4036	24.8549
O	9.5113	-16.945	20.0632
O	-5.7219	-6.268	11.6444
O	1.1113	2.7916	14.3396
O	3.7763	-2.1727	18.4737
O	-1.8253	3.5941	26.854
O	-0.5182	-0.7924	28.789
O	-0.0386	9.1406	16.2215
O	5.4887	7.5047	22.9372
O	3.6078	2.4668	23.7744
O	5.8445	5.4128	9.1107
O	2.1143	1.7779	28.9163
O	-2.4955	6.3576	13.3594
O	-2.6455	-2.2079	11.9693
O	7.7534	1.9081	25.4165
O	3.9898	0.2446	17.3208
O	2.2275	2.7728	21.4825
O	10.8963	-1.4998	12.0227
O	8.3569	-3.7802	19.2435
O	9.7209	2.7027	10.0048
O	7.5105	-7.6017	17.4962
O	11.9243	7.6821	22.8205
O	6.0321	8.4773	25.3367
O	2.0408	-2.9873	11.5699
O	3.3939	-0.5651	28.4962
O	4.1373	-4.1392	7.7228
O	15.7543	2.1381	14.8893
O	6.738	2.8195	27.7693
O	16.8253	-1.2307	19.8325
O	-3.3472	3.7618	11.0694
O	7.6854	6.0064	16.9635
O	6.807	-4.1867	11.2529
O	1.928	9.7687	26.3472
O	12.6478	10.3285	18.2478
O	11.3267	3.5782	28.2062
O	4.8552	3.1302	21.6346
O	8.2195	-0.6258	20.9498
O	8.7789	0.6994	23.2727
O	-1.5782	1.1976	7.717
O	3.4524	-2.0405	21.8881
O	2.7019	-0.5178	23.9325
O	2.7689	-2.4055	9.0746
O	5.2724	-0.8157	23.3292
O	-0.8315	10.1139	18.5946
O	0.9891	2.5972	24.0065
O	7.2468	0.9159	18.8395
O	5.4467	-8.4697	10.216
O	10.5713	-4.6579	18.0668
O	4.4788	-0.4137	25.9725
O	5.7772	-6.3802	15.8156
O	2.0924	-8.8936	16.675
O	2.3849	-0.6559	12.8315
O	11.6327	5.0425	23.0872
O	7.0035	-7.6737	20.1475
O	10.1502	-4.8707	15.3338
O	3.1306	6.2728	22.3537
O	4.2681	-1.6004	11.229
O	4.9476	-10.8359	13.1853
O	-3.832	0.7929	14.6443
O	-2.1853	1.0945	27.8358
O	0.1212	1.9237	12.055
O	6.0967	7.7481	18.0585
O	3.6569	0.6486	21.795
O	-1.4386	3.3143	24.0046
O	4.537	13.8038	17.353

Results
free energy: -155242.459 eV
free energy less fixed offsets of O -568.88, Si -635.61 eV per atom: -0.059 eV

Forces (eV/angstrom), in the order of the atoms: element, x, y, z
Si	0.2064	-0.1193	-0.4001
Si	-0.2149	-0.0932	0.2701
Si	-0.0265	-0.1222	-0.3534
Si	-0.1481	-0.0076	-0.3419
Si	0.0381	-0.1501	-0.1849
Si	0.0954	-0.0026	-0.1865
Si	0.0285	-0.0344	-0.0261
Si	0.1532	-0.0462	-0.2465
Si	-0.0272	0.1166	-0.2082
Si	-0.0345	-0.0222	-0.3346
Si	-0.0301	-0.0183	-0.0529
Si	-0.1598	0.1122	-0.1247
Si	-0.0012	0.0715	-0.1331
Si	0.0158	-0.0126	-0.1485
Si	0.0339	-0.0299	-0.2123
Si	-0.0784	-0.0016	-0.2851
Si	0.0344	-0.0615	0.0193
Si	0.1516	-0.1122	0.0216
Si	-0.0559	-0.0683	0.1062
Si	0.0546	-0.0635	-0.007
Si	-0.0602	0.0849	-0.0945
Si	0.0639	0.0363	0.0687
Si	0.0464	-0.0039	0.0834
Si	-0.0065	0.0577	0.0749
Si	-0.0656	-0.0063	-0.3856
Si	0.1248	-0.1932	-0.148
Si	-0.5745	-0.0749	0.986
Si	0.2644	0.564	0.4555
Si	0.0366	0.0537	-0.0835
Si	-0.4825	0.0071	-0.1736
Si	0.1114	-0.1544	-0.4798
Si	-0.1425	0.0137	-0.3025
Si	0.0341	0.1448	0.2806
Si	-0.3777	0.0066	0.0007
Si	0.3023	-0.0834	0.0251
Si	0.1529	-0.1267	-0.2723
Si	0.3045	-0.2952	-0.1726
Si	0.1073	-0.0697	-0.0684
Si	0.1516	0.0634	0.1934
Si	0.0971	0.1523	0.1354
Si	-0.0463	-0.0042	-0.0386
Si	0.0168	0.0365	-0.0428
Si	0.1433	0.0849	-0.0874
Si	-0.0935	-0.1214	-0.0923
Si	0.1034	0.077	-0.0753
Si	-0.1617	0.0076	-0.049
Si	-0.1129	-0.0944	-0.0424
Si	-0.0919	-0.0379	0.0253
Si	0.154	0.0766	0.2038
Si	-0.0403	0.0414	0.0927
Si	-0.0463	-0.1476	0.19
Si	0.0757	-0.0097	0.2297
Si	0.0391	-0.0556	0.1458
Si	0.1963	0.0581	0.2369
Si	0.0577	0.0056	0.1287
Si	0.0696	-0.0357	0.2879
Si	-0.0148	0.085	0.1773
Si	-0.0344	0.0703	0.2492
Si	-0.0373	-0.0824	0.1117
Si	-0.0051	0.1714	0.2622
Si	0.0753	-0.0148	0.0789
Si	-0.2876	0.1442	0.1316
Si	0.0361	0.0114	0.4141
Si	-0.1434	0.2215	0.2523
Si	0.1622	0.0076	0.0469
Si	-0.0614	-0.0939	-0.0096
Si	-0.0346	0.0359	-0.0454
Si	-0.0971	-0.0216	-0.0543
Si	0.018	0.0409	-0.0432
Si	-0.0167	-0.0055	-0.0637
Si	0.0389	-0.0784	0.0132
Si	0.0073	-0.1872	0.0794
Si	-0.0578	0.1067	0.0077
Si	-0.0366	0.0368	-0.0404
Si	0.0276	-0.023	-0.0025
Si	0.0248	0.0156	-0.0136
Si	0.0048	-0.0537	-0.0036
Si	0.0216	0.0016	-0.0152
Si	-0.0586	0.1341	-0.0062
Si	-0.0592	-0.0043	-0.04
Si	0.031	-0.0264	0.024
Si	0.0329	-0.0598	0.0398
Si	-0.0045	0.0289	0.0071
Si	-0.0437	-0.057	0.0199
Si	-0.0074	0.048	0.0025
Si	-0.0084	-0.0007	0.0036
Si	0.055	-0.1242	0.0079
Si	0.063	-0.0075	0.0416
Si	-0.0001	0.0932	-0.005
Si	-0.0531	0.0289	-0.0377
Si	0.0324	0.0402	0.0494
Si	0.0438	-0.0322	0.0545
Si	0.048	0.0389	0.0527
Si	0.0187	-0.011	0.0446
Si	-0.0155	0.1496	-0.015
Si	-0.1152	-0.0002	-0.0456
Si	0.0383	0.084	0.1237
Si	0.0468	-0.0681	-0.1735
Si	-0.0939	-0.0913	-0.2925
Si	0.0123	-0.0659	0.0481
Si	0.0006	-0.1898	-0.1773
Si	-0.0378	0.1097	0.1953
Si	-0.0748	0.0726	-0.0561
Si	-0.0186	-0.0663	0.1417
Si	0.0918	-0.028	0.224
Si	-0.0224	0.0264	0.1526
Si	0.0049	-0.0525	0.0019
Si	0.1127	-0.0222	0.1186
Si	0.0607	0.0778	0.0731
Si	0.0033	-0.0039	0.2011
Si	-0.0482	0.0858	0.2437
Si	0.0364	-0.2281	0.0949
Si	0.1392	0.0744	-0.1712
Si	0.0888	-0.0764	-0.1381
Si	-0.021	0.0941	0.2396
Si	-0.0245	-0.0017	0.2718
Si	-0.1894	-0.1266	0.2643
Si	-0.0643	0.0946	-0.0164
Si	0.0992	-0.0354	0.1133
Si	-0.0245	-0.1277	-0.0406
Si	-0.0972	0.1094	-0.0715
Si	0.1379	0.0323	0.1713
Si	-0.1273	0.061	0.2474
Si	-0.0583	-0.0218	-0.1573
Si	-0.0691	0.0441	-0.2092
Si	0.0084	-0.1005	-0.2766
Si	-0.2574	0.0305	0.2533
Si	-0.1551	0.1563	-0.3066
Si	-0.2267	-0.2031	0.1947
Si	-0.0042	-0.0387	-0.172
Si	-0.048	0.0398	0.178
Si	0.0097	-0.0004	0.1253
Si	0.058	-0.0628	0.0776
Si	-0.0334	-0.0404	0.1479
Si	-0.0271	0.0107	-0.0754
Si	0.01	0.0462	-0.3409
Si	-0.1463	0.236	0.1617
Si	-0.0308	0.1114	0.0957
Si	0.0246	0.1016	0.1346
Si	-0.0248	-0.093	0.1383
Si	0.1094	-0.0272	0.0477
Si	0.0928	0.0232	-0.0119
Si	0.0908	0.0404	-0.1523
Si	-0.1892	0.3152	-0.0837
O	-0.0116	-0.0598	0.2687
O	0.0299	-0.0348	0.0959
O	-0.0525	-0.0652	-0.5584
O	0.015	-0.2057	-0.7985
O	0.0956	-0.171	-0.5309
O	-0.0854	-0.0376	0.1015
O	-0.0605	-0.0044	0.0296
O	0.0453	0.084	-0.2088
O	0.0335	-0.0379	-0.1008
O	-0.0272	-0.0228	-0.0472
O	-0.0336	-0.0408	-0.0215
O	0.0234	-0.052	-0.0861
O	0.0633	0.0167	0.1411
O	-0.1769	0.0249	0.4708
O	-0.0124	-0.0601	-0.0029
O	0.0547	-0.0061	-0.1266
O	0.0307	-0.0362	-0.105
O	-0.0238	0.0145	0.0002
O	0.0122	-0.0314	0.0654
O	-0.0918	0.0126	0.0636
O	0.0238	0.1929	0.2326
O	0.0873	-0.1241	0.3413
O	-0.0604	-0.0255	-0.0944
O	-0.0383	0.1153	-0.1924
O	0.025	0.0287	0.0665
O	-0.0456	-0.039	0.0849
O	-0.0227	-0.0415	-0.118
O	0.0347	0.0026	-0.0118
O	0.0162	-0.0297	-0.0521
O	0.045	-0.0464	0.1788
O	-0.0062	-0.0461	-0.0671
O	0.2946	0.0041	0.3208
O	-0.0019	0.0702	0.1222
O	-0.0439	-0.0196	-0.1825
O	0.0401	0.0093	-0.0529
O	-0.0236	0.0036	-0.0581
O	0.0674	0.1299	-0.1003
O	0.0632	-0.2058	0.0777
O	0.0181	0.0231	0.0547
O	0.0466	-0.0017	-0.1663
O	0.007	0.08	0.0799
O	-0.0471	-0.0303	0.122
O	-0.0385	-0.0295	-0.158
O	-0.004	0.0121	0.1368
O	-0.0411	-0.0674	-0.056
O	0.0998	-0.0847	-0.2454
O	0.0559	0.0689	-0.0696
O	0.0279	0.0376	0.0429
O	-0.0496	0.0709	-0.0526
O	0.1152	-0.0049	-0.1466
O	0.0687	-0.0026	0.094
O	0.0027	-0.0568	-0.0113
O	0.0139	0.0343	-0.1218
O	-0.0141	-0.0303	0.5061
O	-0.0577	0.0137	0.1028
O	-0.0523	-0.0451	-0.0885
O	0.0191	0.0319	-0.1523
O	-0.0234	-0.0268	-0.5912
O	-0.0139	0.1246	0.6154
O	0.0655	-0.093	0.0728
O	0.0219	-0.0171	-0.0141
O	-0.0081	-0.0093	0.0958
O	-0.016	-0.032	0.0219
O	-0.0074	-0.0466	-0.1366
O	0.0021	0.015	0.0006
O	-0.0466	0.0073	0.0124
O	0.0657	0.2235	0.0399
O	-0.0137	-0.0514	0.0554
O	-0.0255	0.0744	-0.0644
O	-0.0407	-0.0318	0.0151
O	-0.0408	0.0134	-0.0692
O	0.117	0.1035	-0.06
O	0.0514	-0.0758	-0.0373
O	-0.0774	0.1513	0.1843
O	-0.0764	0.0531	0.2375
O	0.0151	-0.0262	-0.0731
O	0.1941	0.0233	-0.1114
O	-0.0319	0.0804	0.0485
O	0.0459	-0.0366	-0.1294
O	0.1772	-0.1163	0.2202
O	-0.0002	0.0191	0.0008
O	-0.0486	0.1091	0.0634
O	0.0586	0.0084	-0.1003
O	-0.0317	0.0202	-0.1953
O	-0.0272	-0.0265	-0.0137
O	0.0655	0.0917	-0.1929
O	0.0075	-0.0737	-0.0819
O	0.044	-0.0378	-0.0334
O	-0.061	-0.0508	-0.5243
O	0.0304	-0.0279	-0.0434
O	-0.0379	-0.0261	0.0117
O	-0.0625	0.0098	-0.0202
O	0.0024	-0.0121	-0.0318
O	0.0709	-0.0364	-0.0779
O	0.024	0.0032	-0.0071
O	0.1136	-0.0132	0.0551
O	-0.0282	0.0394	0.0423
O	0.024	-0.018	0.0685
O	-0.0378	0.06	0.0159
O	0.0179	0.0507	-0.0661
O	0.0088	-0.0203	-0.0698
O	0.0572	0.0254	0.1563
O	0.0642	0.0408	-0.0739
O	-0.0407	0.0456	-0.1037
O	0.0103	0.0435	0.0858
O	0.0275	0.0045	0.1481
O	-0.0084	-0.0821	0.2087
O	0.0378	-0.0121	-0.0809
O	-0.0693	0.0029	-0.0309
O	0	0.0126	-0.1003
O	-0.0362	-0.0313	-0.0609
O	-0.0678	-0.0436	0.0195

The program warned: the cutoff lies below the one the program advises for these potential files; the forces do not sum to zero within the program's tolerance; the exchange-correlation potential is rough where the density is thin.
